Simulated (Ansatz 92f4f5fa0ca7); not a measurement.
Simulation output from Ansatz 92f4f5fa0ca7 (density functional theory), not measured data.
Periodic cell of 221 atoms, Si132O88H1, from a study of silicon, its oxide and their interface. The atomic structure is a simulated model.
Doubt: the cutoff is far below the 930 eV that the study's wrapper takes by default for these files, so forces and energies are approximate.
This geometry differs little from another in the collection (a relaxation step or a small displacement).

Settings: functional PBE; potential files Ansatz PAW; basis plane waves; wave-function cutoff 580 eV; density cutoff ratio 5; exchange-correlation grid ratio 1; k mesh 1 x 1 x 1, Gamma-centred; self-consistency stop 5e-08 eV per atom in the density residual; occupations fixed; spin none; net charge +1 e, with a uniform compensating background and no finite-size correction.

Cell vectors (angstrom)
a	10.938	0	0
b	0	10.938	0
c	0	0	33.3362

Atoms: element, x, y, z (angstrom)
Si	-0.2058	0.1967	25.7719
Si	5.971	-0.5526	25.7875
Si	2.8551	2.7996	25.863
Si	8.3433	2.3196	25.9385
Si	-0.4841	6.0088	25.7485
Si	5.3642	5.6941	25.8206
Si	3.0159	7.8393	25.8496
Si	8.2237	8.2234	26.1692
Si	1.4191	1.3589	27.0876
Si	6.8634	1.1429	27.258
Si	4.2239	4.1068	27.2003
Si	9.5232	4.1277	27.0117
Si	1.3272	6.7942	27.1463
Si	6.8113	6.8028	27.3158
Si	4.1832	9.4723	27.1069
Si	9.6856	9.6232	27.2807
Si	2.7721	-0.0365	28.4758
Si	8.2638	-0.0607	28.6481
Si	0.0134	2.7654	28.4593
Si	5.5271	2.6676	28.5421
Si	2.739	5.4329	28.5323
Si	8.2207	5.404	28.5525
Si	0.0717	8.1898	28.5764
Si	5.4617	8.1955	28.6093
Si	4.1018	1.3673	29.9179
Si	9.5708	1.3673	29.9179
Si	1.3673	4.1018	29.9179
Si	6.8362	4.1018	29.9179
Si	4.1018	6.8362	29.9179
Si	9.5708	6.8362	29.9179
Si	1.3673	9.5708	29.9179
Si	6.8362	9.5708	29.9179
Si	0	0	31.2852
Si	5.469	0	31.2852
Si	2.7345	2.7345	31.2852
Si	8.2035	2.7345	31.2852
Si	0	5.469	31.2852
Si	5.469	5.469	31.2852
Si	2.7345	8.2035	31.2852
Si	8.2035	8.2035	31.2852
Si	1.3673	1.3673	32.6524
Si	6.8362	1.3673	32.6524
Si	4.1018	4.1018	32.6524
Si	9.5708	4.1018	32.6524
Si	1.3673	6.8362	32.6524
Si	6.8362	6.8362	32.6524
Si	4.1018	9.5708	32.6524
Si	9.5708	9.5708	32.6524
Si	2.7345	0	0.6835
Si	8.2035	0	0.6835
Si	0	2.7345	0.6835
Si	5.469	2.7345	0.6835
Si	2.7345	5.469	0.6835
Si	8.2035	5.469	0.6835
Si	0	8.2035	0.6835
Si	5.469	8.2035	0.6835
Si	4.1018	1.3673	2.0507
Si	9.5708	1.3673	2.0507
Si	1.3673	4.1018	2.0507
Si	6.8362	4.1018	2.0507
Si	4.1018	6.8362	2.0507
Si	9.5708	6.8362	2.0507
Si	1.3673	9.5708	2.0507
Si	6.8362	9.5708	2.0507
Si	0	0	3.418
Si	5.469	0	3.418
Si	2.7345	2.7345	3.418
Si	8.2035	2.7345	3.418
Si	0	5.469	3.418
Si	5.469	5.469	3.418
Si	2.7345	8.2035	3.418
Si	8.2035	8.2035	3.418
Si	1.2622	1.4815	4.7526
Si	6.812	1.3887	4.818
Si	4.1153	4.0661	4.8141
Si	9.5127	4.1525	4.844
Si	1.3532	6.8468	4.7534
Si	6.7852	6.8997	4.8263
Si	4.1293	9.5716	4.8007
Si	9.5532	9.5863	4.6557
Si	2.6351	0.0329	5.947
Si	8.266	-0.0107	6.0373
Si	-0.0934	2.8224	6.2981
Si	5.4513	2.6963	6.2972
Si	2.759	5.5492	6.1267
Si	8.0918	5.4857	6.2154
Si	-0.0751	8.2297	5.987
Si	5.5293	8.3341	6.3229
Si	3.6642	1.529	7.3752
Si	9.7814	1.051	7.4653
Si	1.6221	3.9915	7.493
Si	6.521	4.3713	7.6365
Si	4.3226	6.6763	7.4802
Si	9.3545	7.0998	7.3485
Si	1.0778	9.8166	7.2255
Si	7.2872	9.4685	7.5892
O	1.8668	3.8912	25.1324
O	7.1507	9.2632	25.372
O	2.7159	2.8355	7.8252
O	8.3476	8.2405	8.0535
O	5.3748	5.5114	7.9795
O	0.0486	-0.0031	7.8679
O	4.1604	6.7377	25.3268
O	9.542	1.2957	25.3695
O	1.7527	9.0548	8.4874
O	1.3734	4.6079	9.3931
O	9.0017	1.3441	8.8931
O	6.9922	10.4686	8.9092
O	3.6745	0.684	8.8163
O	3.5826	7.1634	8.8667
O	7.0466	3.8912	9.1434
O	10.3484	6.2655	8.4175
O	3.8487	2.1175	24.7331
O	5.425	0.015	24.3325
O	7.2233	2.7072	24.7631
O	11.1203	5.6985	24.2652
O	9.2823	7.1542	25.3992
O	2.2975	8.4587	24.5019
O	6.216	5.1561	24.4922
O	0.38	10.3607	24.4153
Si	2.4374	8.0811	9.5528
Si	11.065	6.7851	14.4183
Si	0.0076	-5.141	17.2209
Si	4.1678	0.8704	23.7292
Si	7.436	-2.0133	20.34
Si	8.2902	0.8165	21.2436
Si	1.7198	9.7416	23.6778
Si	10.5214	9.5237	14.4295
Si	3.9369	9.812	11.7748
Si	4.9643	16.1806	12.0444
Si	6.9443	1.8087	16.8017
Si	4.6315	7.4733	20.244
Si	13.2673	8.5709	14.1299
Si	3.7393	1.5083	10.226
Si	7.9338	11.4779	9.8464
Si	1.7308	8.3748	20.8038
Si	2.5387	-5.4046	21.2698
Si	2.2289	4.0082	10.8692
Si	8.2747	4.3973	17.54
Si	6.9556	3.9275	23.6979
Si	12.6289	3.6408	18.8388
Si	6.349	3.1004	10.4045
Si	4.5426	2.9727	18.4175
Si	7.9559	-0.2425	15.0284
Si	10.5241	4.6482	12.2824
Si	-1.3643	3.1378	22.5715
Si	6.2579	7.9337	12.3118
Si	8.5937	9.6513	12.2938
Si	5.56	2.3288	21.3986
Si	12.0279	4.4174	23.812
Si	9.8752	2.7006	19.6933
Si	11.2045	5.9463	9.7347
Si	-5.33	5.8776	17.6779
Si	-0.8554	-2.5949	19.0586
Si	8.0184	10.1151	17.7374
Si	4.8215	6.803	14.6777
O	7.6488	10.3017	13.4804
O	7.0025	9.5566	18.8835
O	7.8504	8.1996	12.0042
O	-1.5892	1.1811	20.0321
O	4.5794	5.5057	13.6326
O	7.5308	9.6445	16.2285
O	-1.412	-1.3895	18.073
O	4.8731	13.5644	9.9301
O	5.4618	9.262	11.7866
O	1.2729	7.1177	10.2027
O	7.0872	1.1295	15.2983
O	8.48	4.2313	23.1484
O	5.6629	6.6265	11.4996
O	1.4947	6.7774	21.0801
O	-2.134	8.0078	20.0782
O	10.1508	9.599	12.8115
O	15.7522	4.4918	17.9216
O	6.0535	8.1387	20.8468
O	2.8307	-0.0239	23.6454
O	3.1654	9.5788	13.1756
O	6.0096	3.5269	22.425
O	9.9532	3.5828	21.059
O	2.2571	4.3511	20.1905
O	-5.9155	7.0037	18.7119
O	0.541	-2.0965	19.7696
O	8.662	10.5379	10.9424
O	11.6652	6.2605	15.831
O	12.0959	4.2085	12.0632
O	9.6305	10.7109	15.1387
O	10.3404	5.5909	13.5861
O	0.4351	2.6133	19.059
O	3.9905	11.4061	11.4383
O	1.3631	7.3847	13.4936
O	12.1318	9.588	14.8101
O	7.216	5.5955	17.9178
O	3.4751	-3.2171	14.9521
O	12.072	4.8444	17.8924
O	10.9914	3.218	23.3804
O	5.9661	18.6392	13.9094
O	2.2236	4.8458	22.7196
O	6.857	1.4962	20.9109
O	5.3654	-4.6108	16.1235
O	1.4537	-1.6745	22.1466
O	-2.1468	3.5402	18.8165
O	9.5787	5.0064	16.7829
O	9.5577	3.349	12.3881
O	4.5149	1.3829	22.2227
O	3.3171	-2.4257	20.2685
O	2.9257	2.7567	18.2079
O	3.5717	4.8681	11.2027
O	6.0691	4.0417	11.7356
O	10.0187	7.9938	14.8046
O	-6.0516	2.8553	20.0141
O	7.8956	11.7629	17.72
O	7.9744	-0.7959	21.3448
O	4.075	6.155	21.1034
O	8.946	1.5967	22.5515
O	2.425	2.4244	10.6126
O	18.4702	3.3136	16.5713
O	3.0685	8.9877	10.6999
O	10.1918	5.481	10.9006
O	7.1551	1.7105	10.6924
O	10.4947	-3.9197	18.1953
O	5.4458	1.9432	17.4833
H	8.9868	3.2766	13.179

Results
free energy: -133980.364 eV
free energy less fixed offsets of H -15.97, O -568.88, Si -635.61 eV per atom: -2.434 eV

Forces (eV/angstrom), in the order of the atoms: element, x, y, z
Si	-0.0003	0.0004	-0.0055
Si	0.0028	-0.0014	-0.0049
Si	0.0017	0.0035	-0.0058
Si	-0.0011	-0.0036	-0.0041
Si	-0.0026	0.0013	-0.0062
Si	-0.0012	-0.0004	-0.0091
Si	0.0013	0.0001	-0.0043
Si	0.0007	0.0005	-0.0029
Si	-0.0008	-0.0013	0.0041
Si	-0.0006	0.0008	0.0039
Si	-0.0006	-0.0015	0.0047
Si	0.003	0.002	0.004
Si	0.0012	-0.0012	0.0046
Si	0.002	0.0001	0.0045
Si	-0.0008	0.0005	0.0036
Si	-0.0002	-0.0011	0.0036
Si	0.0007	-0.0006	0.0022
Si	0	0.0002	0.0026
Si	-0.001	0.0005	0.0026
Si	0.0007	-0.0002	0.0019
Si	0.0003	0.0014	0.0018
Si	-0.0017	-0.0005	0.0031
Si	-0.0006	0.0009	0.0026
Si	-0.0007	0	0.0034
Si	-0.0708	-0.1625	-0.288
Si	0.3102	0.4745	-0.0116
Si	-0.0233	-0.1655	-0.1611
Si	0.1525	-0.4206	0.1105
Si	-0.3896	-0.1119	0.1525
Si	0.0814	-0.1175	-0.1908
Si	0.4765	0.1202	0.0292
Si	0.0406	-0.248	0.5696
Si	0.1213	0.1517	-0.0467
Si	-0.0021	0.0097	0.0103
Si	-0.096	-0.0488	-0.0507
Si	0.0166	0.0798	0.0348
Si	-0.039	0.0433	-0.0115
Si	-0.0925	-0.0377	-0.051
Si	-0.0011	0.0386	0.0317
Si	-0.1347	-0.0384	0.0165
Si	0.0073	-0.0491	0.01
Si	0.0391	-0.0415	-0.0232
Si	0.017	-0.0065	-0.0262
Si	-0.0024	-0.0391	-0.0163
Si	0.0524	0.0255	-0.0281
Si	0.0828	-0.0197	-0.0034
Si	0.0016	-0.057	-0.0258
Si	0.0086	-0.0081	-0.0346
Si	0.0179	-0.0149	-0.0101
Si	-0.0653	0.0473	0.0114
Si	-0.0258	0.0333	0.0223
Si	-0.0342	0.0217	0.0409
Si	-0.0686	0.0583	0.0053
Si	0.0168	-0.0063	-0.0007
Si	-0.0291	-0.0247	0.0399
Si	-0.025	0.0662	0.0162
Si	-0.0609	-0.0949	0.0377
Si	0.0589	-0.0954	-0.0478
Si	0.0835	-0.0217	-0.0085
Si	0.0938	0.0423	0.0479
Si	-0.0428	-0.078	-0.0081
Si	-0.112	-0.0217	0.0123
Si	0.1643	0.1631	0.0247
Si	0.051	-0.0885	-0.0234
Si	-0.0545	0.4924	-0.6118
Si	0.0693	0.0913	0.084
Si	-0.0911	0.2422	-0.098
Si	-0.0612	0.0492	0.3077
Si	-0.1792	-0.1575	0.0957
Si	-0.1253	0.1676	0.2732
Si	0.2848	-0.0025	0.0132
Si	-0.4123	-0.2652	-0.4271
Si	0.0048	-0.001	-0.0032
Si	0.0033	-0.0002	0.0021
Si	0.0003	0.001	0.0022
Si	0.004	-0.0006	-0.0041
Si	-0.0007	-0.0044	0.0057
Si	0.0014	-0.0036	0.002
Si	-0.0034	-0.0053	0.0016
Si	0.0003	-0.0065	0.0047
Si	0.0043	0.0012	0.0066
Si	-0.0064	-0.0029	-0.0011
Si	-0.0108	-0.0009	-0.0034
Si	-0.0008	-0.0053	-0.0026
Si	-0.0017	0.0072	-0.009
Si	-0.0062	0.0037	0.0007
Si	-0.0003	0.0052	0.0024
Si	-0.0033	0.0015	-0.002
Si	0.0024	-0.01	-0.0009
Si	0.0067	0.0036	0.0079
Si	0.0175	-0.0161	0.006
Si	0.0032	0.0022	0.0089
Si	0.0037	-0.009	-0.0069
Si	0.001	0.0023	0.001
Si	-0.0002	-0.0045	-0.0296
Si	0.003	0.008	-0.0045
O	0.0001	-0.0002	0.006
O	-0.0036	0.0034	0.0046
O	-0.0107	0.0101	-0.0143
O	-0.0025	-0.0016	0.0028
O	0.0001	0.0066	0.0024
O	-0.0048	0.0061	0.0049
O	-0.0004	0.0009	0.0062
O	-0.0004	0.0009	0.0062
O	0.0068	-0.0036	0.0139
O	-0.0021	0.0172	0.0321
O	0.0012	-0.0011	-0.0045
O	0.0015	-0.0033	-0.0022
O	0.0002	0.0003	-0.0034
O	-0.004	0.0036	0.0054
O	0.0015	0.0018	-0.0055
O	-0.0014	0.0057	0.001
O	-0.0001	-0.0001	0.0068
O	0.0011	-0.001	0.0078
O	0.0008	-0.0002	0.0064
O	-0.0001	0.0004	0.0074
O	0.0018	-0.0018	0.006
O	0.0006	-0.0007	0.0067
O	-0.0005	0.0006	0.0086
O	-0.0005	0.0005	0.007
Si	0	-0.0039	0.008
Si	0.0021	-0.004	0.0061
Si	-0.001	0.0025	-0.0011
Si	-0.0011	0.0008	-0.0085
Si	-0.0002	-0.0001	-0.0048
Si	-0.0005	-0.0002	-0.0058
Si	-0.0004	0.0002	-0.008
Si	0.0004	-0.0043	0.0081
Si	-0.0016	0.0001	0.0103
Si	0.0004	-0.003	0.0078
Si	-0.0013	0.0015	-0.0003
Si	0.0004	0	-0.005
Si	0.0034	-0.0012	0.0093
Si	-0.0031	0.0063	0.0093
Si	-0.0045	0.0009	0.0089
Si	0	0.0001	-0.0059
Si	0.0004	0.0004	-0.006
Si	-0.016	0.0012	-0.0054
Si	-0.0012	0.0025	-0.0015
Si	0	0.0005	-0.0084
Si	0.0013	0.0012	-0.0018
Si	-0.0062	0	0.0029
Si	0.002	0.0007	-0.0031
Si	-0.0019	-0.0003	0.0064
Si	0.0075	0.0118	0.011
Si	0.0004	0	-0.0075
Si	-0.0016	-0.0035	0.0113
Si	-0.0014	-0.0016	0.0098
Si	0	0.0004	-0.0065
Si	0.0005	-0.0004	-0.0079
Si	-0.0014	0.001	-0.0037
Si	0.0178	-0.016	-0.0086
Si	0.0002	0.0007	-0.0042
Si	0.0008	-0.0001	-0.0027
Si	-0.0007	0.0006	-0.0021
Si	0.0004	-0.0013	0.004
O	0.0006	-0.0003	-0.0025
O	0.0004	0.0004	0.0035
O	0.0004	0.0006	-0.0037
O	0.0001	0.0005	0.0042
O	-0.0015	0.002	-0.0005
O	0.0003	0	0.001
O	0.0001	0.0004	0.0026
O	0.0006	0.0001	-0.0011
O	-0.0021	0.0008	-0.0057
O	-0.0002	0.0026	0.0031
O	0.0007	-0.0007	0.0001
O	-0.0003	0.0005	0.0066
O	0.0008	0.0026	-0.0027
O	0.0001	0	0.0053
O	-0.0001	0.0005	0.0045
O	0.0001	0.0003	-0.0038
O	-0.0002	-0.0002	0.0033
O	0.0002	0.0006	0.0051
O	0.0004	0.0001	0.0057
O	-0.0003	-0.0003	-0.0107
O	0.0007	0.0007	0.0069
O	-0.0002	0.0006	0.0061
O	0	0.0005	0.005
O	-0.0003	0.0006	0.0044
O	0.0001	0.0004	0.0043
O	0	-0.0005	-0.0049
O	-0.0004	0.0002	0.002
O	-0.0001	0.01	-0.005
O	-0.0011	0.0001	-0.0005
O	0.0048	0.0013	-0.0044
O	0	0	0.0029
O	-0.0018	-0.0046	-0.0023
O	-0.0013	0.0008	-0.0039
O	-0.0027	0.0027	-0.0019
O	0.0003	0.0002	0.0033
O	-0.0013	0.0011	-0.0014
O	0.0008	-0.0012	0.0024
O	0.0002	0.0005	0.0058
O	0.0001	-0.0002	-0.0035
O	-0.0002	0.0001	0.0065
O	-0.0001	0.0004	0.0049
O	-0.0003	0	0.0025
O	0.0003	0.0008	0.007
O	0.0006	0.0001	0.0054
O	0.0009	-0.0004	0.002
O	-0.2506	-0.031	0.3403
O	-0.0001	-0.0005	0.007
O	-0.0003	0.0004	0.0046
O	-0.0014	0.0005	0.0028
O	-0.0009	0.0045	-0.0036
O	-0.0004	0.0023	-0.002
O	-0.0002	0.0018	-0.0026
O	0	0.0001	0.0046
O	0.001	-0.0009	0.0036
O	0.0003	0.0009	0.0047
O	-0.0004	0	0.0049
O	0.0003	0.0008	0.0061
O	0.0026	-0.0016	-0.0036
O	0.0005	-0.0007	0.0018
O	0.0013	0.0014	-0.0027
O	-0.0082	-0.0076	-0.0022
O	0.0019	-0.0027	-0.0038
O	0	0.0001	0.0034
O	0.0002	0.0003	0.0031
H	0.2461	0.0255	-0.335

The program warned: the cutoff lies below the one the program advises for these potential files; the exchange-correlation potential is rough where the density is thin.
